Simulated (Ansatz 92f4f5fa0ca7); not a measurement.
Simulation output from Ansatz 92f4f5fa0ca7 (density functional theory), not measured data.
Periodic cell of 212 atoms, Si132O80, from a study of silicon, its oxide and their interface. The atomic structure is a simulated model.
Doubt: the cutoff is far below the 930 eV that the study's wrapper takes by default for these files, so forces and energies are approximate.
This geometry differs little from another in the collection (a relaxation step or a small displacement).

Settings
functional: PBE
potential files: Ansatz PAW
basis: plane waves
wave-function cutoff: 580 eV
density cutoff ratio: 5
exchange-correlation grid ratio: 1
k mesh: 1 x 1 x 1, Gamma-centred
self-consistency stop: 5e-08 eV per atom in the density residual
occupations: fixed
spin: none
net charge: 0

Cell vectors (angstrom)
a  10.938  0  0
b  0  10.938  0
c  0  0  31.5999

Atoms and the computed forces on them: element, x, y, z (angstrom), force x, y, z (eV/angstrom)
Si  -0.2293  0.4047  24.2117  -0.0168  0.0071  0.0109
Si  6.0958  -0.5202  24.2551  0.0254  0.0034  0.0323
Si  2.3075  3.3019  24.2806  -0.0205  0.0053  0.0083
Si  8.7051  1.9945  24.2319  0.0119  -0.0044  0.0189
Si  0.3642  4.7951  24.1489  0.0133  -0.0088  0.01
Si  4.727  6.0167  24.0797  -0.0167  -0.0083  0.0224
Si  3.0207  7.9153  24.1435  0.016  0.0038  0.0159
Si  7.8882  8.5848  24.1122  -0.0148  0.014  0.0127
Si  1.4094  1.4542  25.4925  -0.0012  0.0097  -0.0074
Si  6.9426  1.2235  25.6142  0.0013  -0.0315  -0.0267
Si  4.054  4.238  25.545  0.0056  0.0189  -0.0195
Si  9.5351  3.9362  25.4179  0.0037  -0.0031  -0.0063
Si  1.3063  6.7468  25.3142  -0.0025  -0.0109  -0.0096
Si  6.7489  6.8298  25.2456  0.0009  0.0092  0.0002
Si  4.1842  9.5275  25.4126  -0.007  -0.0148  -0.0057
Si  9.6031  9.588  25.4222  0.0001  0.0029  -0.01
Si  2.7796  -0.0093  26.7632  0.0037  0.0031  0.0062
Si  8.297  -0.0831  26.931  0.0005  0.0147  0.0262
Si  0.0009  2.7286  26.8807  -0.0026  -0.0037  0.017
Si  5.4822  2.7384  26.7816  -0.0007  0.0019  0.018
Si  2.6623  5.5313  26.8716  -0.0009  -0.0094  0.0279
Si  8.163  5.4524  26.6912  -0.0024  -0.0056  0.0066
Si  0.0115  8.1651  26.7416  0.0011  0.004  0.0034
Si  5.5038  8.1609  26.8113  0.0045  0.0062  0.0132
Si  4.1018  1.3673  28.1816  0.0726  0.0246  -0.3173
Si  9.5708  1.3673  28.1816  0.3281  -0.065  0.7883
Si  1.3673  4.1018  28.1816  -0.2057  0.186  0.5155
Si  6.8362  4.1018  28.1816  0.0615  0.0935  -0.4162
Si  4.1018  6.8362  28.1816  -0.0482  0.2197  0.2443
Si  9.5708  6.8362  28.1816  -0.2122  -0.1705  -0.7172
Si  1.3673  9.5708  28.1816  0.1261  -0.1317  -0.5855
Si  6.8362  9.5708  28.1816  0.0467  -0.5008  0.4144
Si  0  0  29.5489  -0.0414  0.1176  0.0459
Si  5.469  0  29.5489  0.0117  0.0365  -0.0297
Si  2.7345  2.7345  29.5489  -0.012  0.0317  -0.0139
Si  8.2035  2.7345  29.5489  0.0454  -0.0122  -0.0013
Si  0  5.469  29.5489  -0.0088  -0.1243  0.0334
Si  5.469  5.469  29.5489  -0.0801  -0.0318  -0.0114
Si  2.7345  8.2035  29.5489  0.1125  0.0654  0.0304
Si  8.2035  8.2035  29.5489  -0.1504  -0.0318  0.043
Si  1.3673  1.3673  30.9161  0.0572  -0.0543  0.0076
Si  6.8362  1.3673  30.9161  -0.0105  -0.0177  -0.0377
Si  4.1018  4.1018  30.9161  0.0044  -0.0179  0.0031
Si  9.5708  4.1018  30.9161  -0.0177  0.0399  -0.0121
Si  1.3673  6.8362  30.9161  -0.0209  0.0244  -0.032
Si  6.8362  6.8362  30.9161  0.0616  -0.0236  0.017
Si  4.1018  9.5708  30.9161  -0.0312  0.0288  -0.0161
Si  9.5708  9.5708  30.9161  0.0584  -0.0422  -0.0011
Si  2.7345  0  0.6835  0.0431  0.0155  0.0366
Si  8.2035  0  0.6835  -0.0127  0.0633  -0.0085
Si  0  2.7345  0.6835  -0.0471  0.0443  0.0025
Si  5.469  2.7345  0.6835  0.0308  -0.0446  0.0323
Si  2.7345  5.469  0.6835  -0.0597  0.0608  -0.0001
Si  8.2035  5.469  0.6835  -0.0011  -0.0863  0.0288
Si  0  8.2035  0.6835  0.0204  -0.0165  0.027
Si  5.469  8.2035  0.6835  -0.0664  0.0299  0.0075
Si  4.1018  1.3673  2.0507  -0.0161  0.0719  0.0287
Si  9.5708  1.3673  2.0507  -0.0339  -0.1164  -0.0493
Si  1.3673  4.1018  2.0507  0.0865  -0.0923  -0.0657
Si  6.8362  4.1018  2.0507  -0.0329  0.0789  0.0186
Si  4.1018  6.8362  2.0507  0.0543  -0.0741  -0.0753
Si  9.5708  6.8362  2.0507  -0.0045  0.0411  0.0093
Si  1.3673  9.5708  2.0507  0.0107  0.0453  0.0286
Si  6.8362  9.5708  2.0507  0.0502  0.0142  -0.0179
Si  0  0  3.418  -0.4049  -0.0674  -0.2925
Si  5.469  0  3.418  0.2416  -0.0082  0.3719
Si  2.7345  2.7345  3.418  -0.1603  0.2386  -0.7906
Si  8.2035  2.7345  3.418  0.1959  -0.1636  0.3879
Si  0  5.469  3.418  -0.0818  0.0693  0.5809
Si  5.469  5.469  3.418  0.0453  0.3229  -0.8538
Si  2.7345  8.2035  3.418  -0.0347  -0.1038  0.3381
Si  8.2035  8.2035  3.418  0.1048  0.039  0.0386
Si  1.3148  1.4265  4.6865  -0.002  -0.0063  -0.0242
Si  6.8734  1.3497  4.848  0.0002  0.004  -0.0051
Si  4.0646  4.1662  4.6653  0.0053  -0.0044  -0.0344
Si  9.56  4.0985  4.856  -0.0013  -0.0135  -0.0105
Si  1.3463  6.8652  4.8619  0.0025  0.0131  -0.0104
Si  6.8127  6.8346  4.7503  -0.0183  -0.0207  -0.0447
Si  4.1285  9.5485  4.8065  -0.0039  -0.007  -0.0074
Si  9.5738  9.5673  4.8251  0.0179  0.0022  -0.0164
Si  2.6695  0.0372  5.9621  -0.0136  0.0063  0.024
Si  8.269  -0.0056  6.3152  0.0128  0.0031  0.0025
Si  0.0773  2.7601  6.2124  0.0061  0.0115  0.0069
Si  5.4183  2.8276  5.9828  -0.0191  -0.0026  0.0375
Si  2.8138  5.5116  6.1372  0.0007  -0.0038  0.0126
Si  8.0791  5.4316  6.169  -0.0047  0.0217  0.0288
Si  -0.0148  8.2268  6.3059  -0.0442  -0.0175  0.0206
Si  5.529  8.1999  6.2069  0.005  0.0153  0.0138
Si  3.6183  1.8463  7.0836  0.018  0.021  -0.0072
Si  10.1967  0.8918  7.413  0.0171  -0.0118  -0.0332
Si  2.002  3.6633  7.3251  0.0038  -0.0213  0.0039
Si  6.179  4.557  7.3964  -0.0162  -0.0051  -0.0269
Si  4.5405  6.4737  7.4789  0.0171  -0.0037  0.0016
Si  8.9847  7.2465  7.329  0.0401  0.0292  -0.0229
Si  0.9902  10.1388  7.3615  -0.0069  0.0131  -0.0246
Si  7.3744  9.0327  7.4684  -0.01  -0.0361  -0.0141
O  1.6208  10.1256  8.8955  0.0038  0.0043  0.0263
O  1.9551  4.1751  8.9156  0.0081  -0.0045  0.0194
O  10.1846  1.1619  9.0478  0.0014  -0.0099  0.0252
O  7.226  8.9042  9.1733  -0.0034  0.0067  0.0154
O  4.1519  1.2704  8.5286  -0.0118  0.0125  0.0059
O  4.1104  7.0652  9.02  -0.0017  0.0017  0.0095
O  6.2705  3.8207  8.8796  0.0033  -0.0056  0.0242
O  8.8236  6.8309  8.9584  -0.0048  -0.0092  0.0147
O  2.9376  3.1583  22.7351  0.0099  0.003  -0.003
O  5.8023  11.2474  22.8334  0.0017  0.0075  -0.0134
O  7.9463  2.0959  22.7411  -0.0066  -0.0011  -0.0022
O  -0.2646  4.7346  22.5908  -0.0075  -0.0097  -0.0099
O  8.6124  7.9874  22.7003  0.0145  0.0006  -0.0181
O  2.4311  8.733  22.7957  -0.0167  0.0121  -0.0099
O  4.6622  5.3117  22.554  0.0041  -0.0086  -0.0077
O  11.6475  10.9263  22.8692  0.0066  -0.0081  -0.0075
Si  3.6561  2.92  19.205  -0.0006  0.0002  0.0036
Si  -5.2613  4.5078  17.6262  0.0013  -0.0014  -0.0028
Si  4.1208  1.37  10.1402  0.0017  0.0002  -0.0226
Si  4.2213  3.841  21.9671  0.0016  -0.0007  0.0122
Si  10.1229  6.5556  19.1473  -0.0014  0.0065  -0.0012
Si  4.7309  6.4824  10.4427  0.0009  -0.0045  -0.0127
Si  5.6158  9.9801  18.1204  -0.001  -0.0003  0.0001
Si  2.2242  9.1942  15.106  -0.0014  -0.0016  0.0027
Si  9.3949  -2.3287  21.3882  0.0078  -0.0015  0.0187
Si  4.9187  6.8279  13.4743  -0.0043  0.0014  -0.0094
Si  1.3206  12.8408  17.7084  -0.0012  -0.0018  -0.0001
Si  7.6828  7.5016  9.9442  -0.0045  -0.0071  -0.0108
Si  5.3865  -1.7725  15.3692  0.0004  -0.0011  0.0006
Si  7.807  -0.0795  20.0132  0.0029  -0.0002  0.0071
Si  10.8181  0.3659  12.3754  0.004  0.001  -0.0008
Si  9.9559  -5.7737  14.5415  0.0028  0.0046  -0.0015
Si  13.9059  0.0186  19.4259  -0.0038  -0.0052  0.0029
Si  3.5067  5.4295  15.8393  -0.0009  -0.0013  -0.0018
Si  1.4164  1.2286  14.7087  0.0005  -0.0016  0.0008
Si  9.4711  -4.2908  12.1645  -0.0064  0.0041  -0.0041
Si  7.7514  3.3311  15.4777  -0.0021  -0.0017  -0.0063
Si  11.8544  8.5869  12.5098  0.0049  -0.0057  -0.0012
Si  3.9978  2.6837  14.4198  -0.0013  0  -0.002
Si  12.951  10.3156  10.4564  0.014  0.004  -0.0151
Si  6.6614  13.9038  10.1986  -0.0109  0  -0.0113
Si  8.0074  4.7373  19.26  0.0008  -0.0019  -0.0003
Si  6.5129  1.5961  22.103  -0.0073  -0.0009  0.0089
Si  10.9556  4.2939  11.8049  0.0073  -0.0004  -0.0056
Si  1.3623  9.6918  21.994  -0.0013  0.0002  0.0156
Si  6.1663  4.0633  12.9651  0.0003  -0.0006  -0.007
Si  9.565  1.8181  10.3945  -0.0085  0.0149  -0.0029
Si  0.8947  6.8123  16.5768  -0.0004  0.0023  -0.0014
Si  2.6817  4.089  10.3814  -0.0042  -0.0087  -0.02
Si  -0.8395  -6.4794  21.1053  0.0072  0.0027  0.0224
Si  6.2477  0.9159  15.8797  -0.004  -0.0007  0.0012
Si  -1.363  2.2335  19.2321  -0.001  -0.0033  0.0014
O  9.8296  -5.5936  11.2373  0.0013  -0.0003  0.0052
O  10.5817  2.9273  11.0145  0.0019  0.0067  0.0031
O  6.7516  4.1415  16.466  -0.0012  0  0.0056
O  6.2955  -0.4578  14.986  -0.0002  0.0015  0.0006
O  8.9154  -5.1671  18.3755  -0.0018  -0.0019  0.0045
O  9.0156  11.6427  19.2535  0.0024  0.0042  0.0029
O  10.9638  7.2605  12.3979  -0.0008  0.0008  0.0007
O  -2.4496  4.8424  20.8472  -0.0017  0.001  -0.0027
O  4.1519  -0.9924  18.8812  0.0033  0.0005  0.003
O  4.0514  15.9239  10.5293  -0.0032  -0.0013  0.0059
O  0.0621  8.7723  21.6399  -0.0119  0.0038  0.0024
O  4.6968  5.6224  16.9511  -0.0001  -0.0001  0.0029
O  6.8883  -1.1166  19.1428  -0.0048  -0.0036  0.0003
O  2.1437  10.277  20.6706  0.0025  0.0035  -0.0026
O  9.4185  11.6683  11.6147  -0.0015  -0.008  0.0144
O  13.71  1.7312  13.9437  -0.002  0  0.0039
O  9.3646  7.711  20.0302  0.0044  -0.0029  -0.0002
O  15.7918  14.1307  18.1315  0.0021  0.0023  0.0015
O  1.5862  4.613  11.4672  -0.0006  -0.0064  -0.0043
O  12.0183  0.4594  11.2566  -0.0046  -0.0019  0.0075
O  9.2067  4.0645  15.5008  -0.003  -0.0008  0.0023
O  5.8187  0.5  17.3992  -0.0004  0.0001  0.0031
O  8.9464  6.1178  13.6338  0.0009  -0.0042  0.0041
O  -2.5916  3.2087  18.7671  -0.0002  0.0014  0.0048
O  7.2743  3.3879  13.9233  0.0017  0.0009  0.0109
O  3.5567  -0.0814  10.6574  -0.0108  0.0032  0.0018
O  3.7773  4.0142  20.4077  -0.0016  -0.0025  0.0015
O  6.4515  5.0851  18.9553  -0.0026  0.0003  0.0048
O  3.7908  9.4924  15.3712  0.0008  0  0.0027
O  -0.2095  13.1212  18.1154  0.0053  0.0003  0.0024
O  16.5939  1.7217  10.5677  -0.0032  0.0035  -0.0003
O  7.6735  1.7349  15.8771  0.0009  -0.0003  0.0032
O  5.7179  8.8141  16.9544  -0.0011  -0.0021  0.0037
O  5.9938  -5.3183  13.3712  -0.0001  -0.0012  0.0034
O  3.7194  6.3778  14.5117  -0.0006  -0.0029  0.006
O  1.9023  0.4407  18.2299  -0.0049  0.0057  0.0002
O  1.2793  13.0008  16.089  -0.0007  -0.0019  0.0024
O  12.4295  -2.6643  16.2081  -0.0008  0.0003  0.0009
O  6.3582  6.5591  10.1879  -0.0026  0.0045  0.0044
O  -0.158  -4.7461  15.4996  -0.0034  -0.0027  -0.0003
O  6.8269  1.0861  20.5948  -0.0005  -0.0007  0.0024
O  8.5776  -0.932  21.1685  -0.0011  0.0016  -0.0028
O  -0.0669  -6.6154  13.4536  -0.0041  0.0028  0.0052
O  0.1755  1.3579  13.6454  -0.0019  0.0002  0.0036
O  5.0642  1.8534  15.3012  0.0013  -0.0004  0.0033
O  12.4124  -11.261  15.1392  -0.0024  0.0042  0.0019
O  14.3739  3.8898  15.3436  -0.0016  0.0025  0.0038
O  11.1591  7.0906  18.0321  0.0011  -0.0023  0.0039
O  -0.7099  2.8779  20.6228  -0.0019  0.0021  -0.0014
O  15.6749  3.2813  13.0983  -0.0009  -0.0002  0.0056
O  12.9907  8.4764  13.6567  -0.0015  0.0026  0.002
O  5.5162  2.8653  22.0944  -0.0019  -0.0028  0.0025
O  4.44  7.1833  11.9226  -0.001  0.001  0.0125
O  3.7136  1.4171  19.8704  0.0001  0.0011  0.0036
O  5.6967  8.0614  14.2171  -0.0002  0.0042  0.0065
O  2.1381  -5.166  16.6301  -0.0005  0.0003  0.0044
O  2.2499  3.0634  18.3891  -0.003  -0.0018  0.0013
O  10.9209  5.4893  20.1166  -0.0047  -0.0023  0.0024
O  3.1099  2.5425  10.6469  -0.0029  0.0114  0.0031
O  -0.1694  9.7576  12.8696  -0.0017  0.002  0.0015
O  8.1314  2.3695  9.9314  0.0029  0.002  0.0029
O  8.4148  7.644  11.4146  0.0078  -0.0006  0.0119
O  1.7478  8.8545  11.13  -0.0069  -0.0028  0.0092
O  6.7235  3.9802  11.4573  -0.0013  0.0031  0.0076

Results
free energy: -129408.763 eV
free energy less fixed offsets of O -568.88, Si -635.61 eV per atom: 2.157 eV

The program warned: the cutoff lies below the one the program advises for these potential files; the forces do not sum to zero within the program's tolerance; the exchange-correlation potential is rough where the density is thin.
